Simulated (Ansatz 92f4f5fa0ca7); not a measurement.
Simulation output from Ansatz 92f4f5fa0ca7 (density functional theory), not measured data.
Periodic cell of 234 atoms, Si134O100, from a study of silicon, its oxide and their interface. The atomic structure is a simulated model.

Settings
functional: PBE
potential files: Ansatz PAW
basis: plane waves
wave-function cutoff: 700 eV
density cutoff ratio: 5
exchange-correlation grid ratio: 2
k mesh: 2 x 2 x 1, shifted by 0.5 0.5 0.5 of a step
self-consistency stop: 5e-08 eV per atom in the density residual
occupations: Fermi-Dirac, 0.05 eV
spin: none
net charge: 0

Cell vectors (angstrom)
a 11.5983 0 0
b 0 15.4644 0
c 3.9997 -7.392 23.0058

Atoms: element, x, y, z (angstrom)
Si 0.7595 -2.525 0.3102
Si 0.7251 1.5433 0.0616
Si 0.7787 4.7728 0.1051
Si 0.4791 9.87 -0.0451
Si 4.9231 -2.3572 -0.1917
Si 4.5714 0.7384 -0.165
Si 4.7484 5.4941 -0.4627
Si 4.6225 8.6412 -0.0981
Si 8.709 -1.913 -0.1182
Si 8.4789 1.1376 0.2979
Si 8.5806 4.19 -0.3433
Si 8.0185 9.1836 -0.197
Si 2.9475 -2.4932 1.2745
Si 2.7155 1.1458 1.2697
Si 2.845 5.0849 1.1629
Si 2.5811 9.0123 1.0665
Si 6.7702 -2.603 1.2308
Si 6.423 1.1924 1.3332
Si 6.6227 4.9815 0.9649
Si 6.4214 8.7727 1.4142
Si 10.355 -2.3106 1.5382
Si 10.4578 1.2674 1.4949
Si 10.336 5.016 1.2027
Si 10.1473 9.1081 1.0913
Si 2.7384 -0.657 2.7498
Si 2.8293 3.1483 2.5866
Si 2.6662 7.0657 2.511
Si 2.7297 10.9288 2.5239
Si 6.5521 -0.6992 2.7268
Si 6.4838 3.1755 2.573
Si 6.5902 6.831 2.6237
Si 6.5566 10.8667 2.6076
Si 10.4282 -0.5234 2.9443
Si 10.4029 3.2258 2.7198
Si 10.2928 7.0934 2.4441
Si 10.2953 10.9996 2.5787
Si 0.8064 -0.6508 4.1536
Si 0.8371 3.18 3.9631
Si 0.6783 7.0943 3.8346
Si 0.7142 10.9609 3.9071
Si 4.6385 -0.6676 4.121
Si 4.6652 3.1913 4.0728
Si 4.621 7.029 3.966
Si 4.6141 10.8819 3.973
Si 8.4379 -0.5925 4.1594
Si 8.4243 3.1611 4.0035
Si 8.4889 7.0349 3.9901
Si 8.4308 10.9151 4.0407
Si 0.6733 -2.6356 5.3938
Si 0.7455 1.2977 5.4554
Si 0.7961 5.148 5.2166
Si 0.7006 9.027 5.2908
Si 4.5009 -2.6709 5.3414
Si 4.6614 1.2796 5.4836
Si 4.7088 5.1462 5.4095
Si 4.6266 8.9734 5.3953
Si 8.4194 -2.6043 5.3749
Si 8.4901 1.3241 5.5114
Si 8.4909 5.0947 5.3432
Si 8.4388 8.9827 5.3963
Si 2.5831 12.792 6.7586
Si 2.6727 1.1676 6.7658
Si 2.6937 5.1697 6.6369
Si 2.6144 9.053 6.6978
Si 6.4407 12.7669 6.6472
Si 6.5878 1.3559 6.8744
Si 6.677 5.1745 6.8813
Si 6.5539 9.0148 6.8336
Si 10.3258 12.9079 6.7814
Si 10.4353 1.3042 6.9153
Si 10.4745 5.0073 6.5995
Si 10.3907 9.0011 6.7334
Si 2.6407 -0.7694 8.1646
Si 2.6504 3.1767 7.8992
Si 2.7209 7.111 7.9848
Si 2.442 10.9134 8.1949
Si 6.5085 -0.7518 7.8674
Si 6.7306 3.258 8.4076
Si 6.7802 7.1643 8.2786
Si 6.3631 10.9851 8.1766
Si 10.4021 -0.6514 8.2832
Si 10.4815 3.2687 8.2651
Si 10.5647 6.9164 7.8682
Si 10.1852 10.9827 8.1493
Si 0.7834 -1.2228 9.6092
Si 0.9227 3.4602 9.4473
Si 0.8487 6.5578 9.2918
Si 0.4142 11.1041 9.6144
Si 4.7037 -0.9709 9.3244
Si 4.4913 3.5474 9.2279
Si 4.6651 6.7966 9.2744
Si 4.3704 11.3997 9.4835
Si 8.2753 -0.8552 9.3552
Si 8.811 3.7826 9.9966
Si 8.9362 6.911 9.5157
Si 8.2413 11.5107 9.5278
Si 9.2522 6.5734 15.7194
Si 2.9171 2.889 16.1957
Si 6.4102 0.6932 11.3059
Si 10.1241 3.4005 21.3165
Si 7.5408 10.5837 12.4919
Si 5.2445 3.3758 11.8934
Si 7.3794 0.6582 14.0395
Si 8.4592 11.5591 15.1257
Si 6.4532 -1.7886 15.5448
Si 4.7404 11.1208 19.5886
Si 5.0741 6.4673 12.1937
Si 1.036 0.7422 17.0992
Si 0.4526 1.831 19.8837
Si 1.8116 13.082 16.9545
Si 7.2329 8.021 13.7687
Si 9.84 2.106 12.6085
Si 5.5889 3.0073 14.8884
Si 2.3596 12.8275 19.9981
Si 9.9691 9.2827 16.2666
Si 4.3378 -0.6896 20.5641
Si 7.623 9.9311 20.0055
Si 6.8194 5.2442 16.7204
Si 0.6508 2.0704 14.4098
Si 4.1191 8.424 20.112
Si 11.5429 7.7524 14.2473
Si 8.8965 12.5933 19.4216
Si 0.7396 1.1075 11.6229
Si 4.2722 10.5284 12.4585
Si 3.166 7.896 14.0003
Si 4.0443 12.1818 14.8072
Si 3.5918 2.2608 20.235
Si 6.1023 -1.8811 18.4183
Si 10.6124 11.9652 17.0621
Si 6.2933 8.0231 18.1471
Si 3.1272 5.9056 20.7232
Si -0.5025 8.5002 11.1842
Si 4.3662 4.1818 18.3009
Si 5.0303 9.2749 15.7511
O 0.7327 -4.1395 0.6816
O 4.8034 -1.4825 21.8962
O 4.5534 8.795 21.6439
O 0.8448 3.1589 -0.3123
O 4.441 2.6592 18.9002
O 6.1291 10.5665 20.2632
O 3.9157 6.571 13.3641
O 10.5188 10.3464 17.3703
O 5.3485 12.2434 -1.5776
O 8.9584 2.2889 21.6607
O 2.9228 12.7812 15.8131
O 2.1091 12.4572 18.4335
O 4.4199 5.9175 21.7427
O 5.0648 4.8777 -1.9978
O 4.5975 7.1233 -0.7743
O 3.6541 11.9498 20.4992
O 5.0776 0.1186 10.5488
O 8.5014 -0.3029 -0.5692
O 8.5573 2.5298 -0.6357
O 8.7238 4.6673 -1.9526
O 3.7343 8.2832 15.5047
O 7.3652 10.7081 -0.5801
O 1.1289 2.4266 10.7274
O 10.707 1.0545 11.7103
O 0.9715 5.0382 10.0078
O 6.1752 4.4756 15.3954
O 8.4897 5.2846 16.4786
O 0.7027 7.5803 10.5715
O 8.0878 9.1301 12.9683
O 0.2301 1.123 15.7072
O 5.9067 10.6394 12.6364
O 6.3882 0.1534 12.8453
O 4.452 5.18 9.3053
O 4.0776 3.0721 10.7999
O 4.0056 10.5559 10.8641
O 3.5733 9.1566 13.0332
O 1.5717 7.5597 14.1609
O 4.6186 12.9747 10.0218
O 8.3176 -2.3644 10.0565
O 8.0449 10.7437 10.9702
O 5.5766 4.9623 11.8241
O 4.322 1.5872 -1.5613
O 9.6412 8.0815 10.499
O 8.8669 5.4338 10.2931
O 0.6037 -2.7915 10.2041
O 7.5648 8.6357 18.9848
O 4.8604 3.1179 13.4416
O 6.4359 7.1806 12.6576
O 7.791 0.2439 10.5398
O 4.0453 3.185 21.4956
O 5.9028 -1.2089 16.9579
O 9.3525 -2.6496 -1.5109
O 7.1673 12.2381 15.8449
O 8.6532 9.9907 15.569
O 5.5047 -0.8159 19.4668
O 8.2518 11.6787 13.5062
O 10.2089 12.7897 18.4327
O 8.1907 6.9944 14.5623
O 7.5102 -0.6805 14.9679
O 0.3316 0.9809 21.3061
O 2.8654 -1.0911 20.006
O 8.527 11.025 19.246
O 0.204 0.9765 18.4983
O 7.6775 -2.0137 18.7654
O 5.2531 12.1701 18.4279
O 6.4392 2.3302 11.4709
O 5.1749 13.3514 14.5895
O 4.5268 7.2455 10.8664
O 5.9501 4.5295 17.945
O 1.1816 -0.2915 10.9277
O 10.7224 6.4509 14.9228
O 6.5601 6.8365 17.0562
O 9.1708 3.1786 11.5576
O -0.041 10.0661 10.8592
O 4.7705 -0.8058 -0.755
O 4.6278 10.8216 15.4942
O 6.1858 8.7632 14.7504
O 4.3961 2.3493 15.7721
O 10.9982 8.1541 12.7708
O -0.707 2.7569 13.7467
O 9.4727 7.8087 16.7998
O 6.7965 1.9212 14.8984
O 3.5969 5.0672 19.4157
O 5.6283 9.2213 17.2573
O 2.8305 7.4381 20.1931
O 1.3314 1.2267 13.1596
O 8.7867 1.1944 13.4476
O 3.5551 11.7564 13.3007
O 3.8554 9.783 19.2264
O 9.7232 12.3731 15.7398
O 3.3084 4.2569 17.0209
O 1.8054 3.1224 14.9926
O 10.8891 3.0153 19.8996
O 0.476 12.3242 16.4953
O 1.5575 -0.7834 17.0357
O 2.3201 1.7368 17.1672
O 11.2027 9.0351 15.216
O 5.2561 7.5494 19.307
O 2.0007 2.3826 19.9135
O 4.1465 0.8735 20.8714

Results
free energy: -142065.708 eV
free energy less fixed offsets of O -569.03, Si -635.61 eV per atom: 9.032 eV

Forces (eV/angstrom), in the order of the atoms: element, x, y, z
Si -0.1712 0.1897 0.2679
Si -0.1146 0.1569 -0.2835
Si 0.2531 0.0084 0.0437
Si 0.068 -0.1132 0.2183
Si 0.0684 0.3522 0.1587
Si -0.0075 -0.0158 -0.1745
Si -0.0049 0.1901 -0.096
Si -0.2434 0.0081 0.0462
Si 0.42 0.0107 -0.0634
Si 0.095 -0.1384 -0.4193
Si 0.0837 -0.0431 -0.2927
Si 0.2419 -0.1154 -0.15
Si -0.1504 -0.1437 -0.453
Si 0.119 0.0904 -0.1018
Si 0.0296 0.0009 -0.1931
Si -0.0453 0.0934 -0.3287
Si -0.0488 0.1698 -0.0445
Si -0.2278 -0.1241 -0.1506
Si 0.0379 -0.0859 0.0532
Si -0.0515 0.2681 -0.0678
Si 0.1065 0.0378 -0.3909
Si 0.0084 -0.0072 -0.195
Si -0.167 -0.1257 -0.1911
Si -0.2637 0.0675 -0.349
Si 0.0375 0.0013 0.03
Si -0.113 0.0695 -0.047
Si 0.1733 0.0477 -0.085
Si -0.1387 -0.0194 0.1542
Si -0.0061 -0.2365 -0.1234
Si 0.0158 -0.0242 -0.0149
Si -0.0573 -0.126 -0.1589
Si 0.0508 0.0854 -0.0726
Si 0.0308 -0.1123 0.1749
Si 0.1199 0.0609 0.3423
Si 0.0193 0.0592 -0.1311
Si -0.1633 -0.0144 0.3562
Si -0.1565 -0.1386 -0.0683
Si -0.0375 -0.059 -0.1686
Si 0.003 -0.0786 0.0784
Si 0.0534 -0.0794 -0.2026
Si 0.1082 0.0263 -0.0302
Si -0.0812 0.0493 -0.029
Si -0.1174 -0.0943 0.0077
Si -0.1363 0.0469 -0.1772
Si -0.065 0.0304 -0.0015
Si 0.0914 0.1247 -0.0648
Si 0 -0.015 0.1104
Si 0.3213 0.0078 -0.2483
Si -0.0393 0.0599 0.038
Si 0.103 0.0721 -0.0834
Si 0.0366 0.0101 0.0985
Si -0.0524 0.1598 -0.1745
Si 0.0245 -0.0978 0.1137
Si 0.1008 0.0112 -0.1003
Si -0.1408 0.0007 0.1819
Si 0.121 -0.0025 -0.0626
Si -0.0426 -0.1132 0.1015
Si -0.1096 -0.0321 0.03
Si -0.0652 -0.0607 0.1129
Si 0.0208 0.0115 -0.1006
Si 0.0207 -0.0067 -0.1008
Si -0.0904 0.0215 0.0578
Si 0.1162 0.0201 -0.3692
Si -0.03 -0.0462 -0.0205
Si 0.0266 -0.0096 -0.3038
Si 0.0523 0.3 0.2028
Si 0.0365 -0.0595 -0.017
Si -0.0525 0.026 0.0485
Si 0.0056 0.0027 0.0198
Si -0.0028 0.0023 0.0083
Si 0.0062 -0.2004 -0.0827
Si 0.0494 0.1036 0.1281
Si 0.0386 -0.0993 0.057
Si -0.0339 0.0236 0.2035
Si 0.017 -0.0858 0.1985
Si 0.0035 0.0589 0.2359
Si -0.0847 0.0769 0.1096
Si -0.0585 0.0747 0.2984
Si 0.0968 -0.1786 0.2388
Si 0.0412 0.0827 0.2764
Si 0.0239 -0.1944 0.1708
Si 0.0037 0.0833 0.2937
Si 0.0786 0.0712 0.2272
Si 0.0062 -0.032 0.1583
Si -0.0386 0.0256 0.1267
Si 0.1666 0.0342 0.0624
Si 0.1817 -0.0675 0.1878
Si -0.11 0.1371 -0.1844
Si 0.0906 0.16 0.4592
Si 0.0298 0.0365 0.2521
Si -0.1262 0.005 0.1953
Si -0.0713 -0.0131 0.1314
Si -0.1055 0.1027 0.4193
Si 0.1116 -0.1191 0.1122
Si 0.1029 0.0899 -0.1939
Si -0.12 0.0045 0.1668
Si -0.0813 -0.0248 0.0235
Si 0.0577 0.0995 -0.076
Si -0.0289 -0.3395 0.0455
Si -0.1413 -0.0843 0.0588
Si -0.0207 0.1159 0.2445
Si -0.294 0.0498 0.3194
Si -0.0335 -0.0505 0.309
Si -0.0712 0.0259 0.0641
Si 0.009 0.1696 -0.0161
Si 0.0727 0.016 -0.4642
Si -0.1767 0.0805 0.2151
Si 0.0999 0.0363 -0.1189
Si 0.245 -0.1812 -0.2808
Si -0.0004 0.1262 -0.2603
Si -0.0981 -0.0564 0.3211
Si 0.0956 -0.1265 0.2408
Si 0.0607 -0.0937 0.1931
Si 0.1572 0.0921 -0.3208
Si 0.0686 -0.017 0.0058
Si -0.0096 -0.0933 -0.0025
Si -0.033 -0.2224 -0.2882
Si -0.1078 0.0348 -0.0687
Si 0.061 0.1025 0.0966
Si -0.0294 -0.0965 -0.254
Si 0.2269 0.0842 0.3327
Si -0.141 0.0139 -0.4451
Si -0.0805 0.1421 0.1001
Si 0.0379 -0.1061 0.4504
Si -0.0472 -0.0448 0.2864
Si 0.1083 -0.0088 0.0518
Si 0.0787 0.1302 -0.3169
Si -0.0064 -0.0147 -0.33
Si 0.04 0.0085 -0.112
Si -0.0749 0.0536 -0.1831
Si -0.0206 0.0602 -0.0458
Si 0.0199 -0.1161 -0.0667
Si 0.1194 -0.0054 -0.3139
Si -0.1666 -0.0239 -0.0181
O 0.1984 -0.5293 -0.1726
O 0.0537 -0.1096 0.2285
O 0.0878 0.1352 0.3125
O -0.0451 0.1109 0.1704
O -0.0934 -0.0697 0.24
O 0.015 0.1095 0.1319
O 0.0892 -0.0172 -0.1106
O 0.0069 0.1053 0.0079
O 0.061 -0.2785 0.1195
O 0.113 0.048 -0.0294
O -0.0839 0.0028 0.0679
O -0.0163 -0.0531 0.3331
O 0.1517 0.0564 0.1791
O -0.096 0.0701 0.5016
O 0.0779 -0.2544 0.2668
O -0.0807 -0.0744 -0.0355
O -0.1539 -0.0967 -0.1666
O -0.0071 -0.1411 0.3266
O -0.0935 0.4247 0.3708
O -0.103 -0.0054 0.3835
O 0 -0.0199 -0.1312
O 0.1413 -0.0543 -0.0991
O -0.0514 -0.0076 -0.0617
O -0.0166 -0.0155 -0.0816
O -0.1203 0.0995 -0.4675
O 0.0542 0.0175 0.0588
O 0.0504 0.0238 0.0011
O -0.0868 0.0464 0.0291
O 0.0817 0.0241 -0.1796
O -0.0095 0.0261 -0.0839
O -0.0002 0.047 -0.0807
O -0.0002 0.085 -0.3253
O 0.0473 -0.0091 -0.0713
O 0.0954 -0.0476 -0.4566
O 0.026 0.1515 -0.3182
O 0.0278 0.1369 -0.2093
O -0.0831 -0.0262 -0.0881
O -0.1179 -0.2145 -0.4207
O 0.0678 -0.2089 -0.4647
O 0.1262 0.0108 -0.2153
O 0.2333 -0.0856 0.0238
O 0.0786 -0.0488 0.2197
O -0.1826 -0.0674 0.0888
O -0.2246 -0.1878 -0.2089
O 0.0637 0.118 -0.3729
O -0.004 0.1223 0.1909
O 0.043 0.0292 -0.2275
O 0.0477 0.0075 -0.0961
O 0.2496 -0.1527 -0.2486
O 0.0032 -0.2048 0.2048
O 0.0189 -0.0736 0.1542
O -0.2814 0.1302 0.2287
O 0.056 -0.0067 -0.0451
O 0.0862 0.059 0.0169
O -0.1128 0.0286 0.1608
O -0.0994 -0.1235 -0.1607
O -0.0707 0.0191 0.1989
O 0.0363 0.0614 -0.0998
O -0.0216 0.0284 -0.0984
O -0.0036 0.2239 0.5049
O -0.01 0.0423 0.0564
O 0.0984 0.0385 0.105
O -0.0138 0.0852 0.2546
O 0.183 -0.0596 0.1827
O -0.0586 -0.1523 0.2655
O 0.1107 0.2058 -0.1741
O -0.0323 -0.0768 0.0189
O 0.0332 0.0316 -0.3103
O -0.0781 0.0618 0.007
O -0.0287 -0.093 -0.1112
O -0.074 0.0132 -0.0309
O -0.0111 -0.0885 0.088
O -0.1806 0.2517 -0.6184
O 0.0867 -0.064 -0.0142
O -0.019 0.105 0.3228
O -0.0087 0.0344 -0.0206
O 0.1078 -0.0396 -0.1117
O -0.0103 0.0214 -0.0659
O -0.0467 0.0952 -0.3298
O -0.0883 -0.01 -0.1681
O 0.0344 0.0134 -0.0536
O -0.0154 -0.0148 -0.0959
O -0.1304 0.1129 0.2289
O 0.0465 -0.0923 0.1141
O 0.1097 0.0014 0.1152
O -0.0138 -0.0062 -0.1722
O 0.0672 0.1027 -0.1464
O 0.0445 -0.0522 -0.1994
O 0.0111 -0.0143 0.1856
O 0.0215 -0.0743 0.1176
O 0.0776 -0.0429 0.1315
O -0.1108 -0.1274 -0.0454
O -0.1497 0.1342 0.228
O -0.1032 -0.0355 0.0545
O -0.0092 -0.0594 0.0565
O -0.0401 -0.0755 0.0493
O -0.0792 -0.1078 -0.0961
O -0.0785 0.0308 0.189
O -0.1192 0.023 0.0901
O 0.0268 -0.0223 0.2306

The program warned: the cutoff lies below the one the program advises for these potential files.
